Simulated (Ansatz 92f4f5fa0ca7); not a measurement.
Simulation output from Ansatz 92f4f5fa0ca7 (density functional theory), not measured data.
Periodic cell of 226 atoms, Si133O92B1, from a study of silicon, its oxide and their interface. The atomic structure is a simulated model.
Doubt: the cutoff is far below the 930 eV that the study's wrapper takes by default for these files, so forces and energies are approximate.

Settings
functional: PBE
potential files: Ansatz PAW
basis: plane waves
wave-function cutoff: 580 eV
density cutoff ratio: 5
exchange-correlation grid ratio: 1
k mesh: 1 x 1 x 1, Gamma-centred
self-consistency stop: 5e-08 eV per atom in the density residual
occupations: fixed
spin: none
net charge: -1 e, with a uniform compensating background and no finite-size correction

Cell vectors (angstrom)
a, 10.938, 0, 0
b, 0, 10.938, 0
c, 0, 0, 31.9494

Atoms and the computed forces on them: element, x, y, z (angstrom), force x, y, z (eV/angstrom)
Si, 10.6328, -0.015, 24.4261, 0.0814, 0.0169, 0.1308
Si, 5.0806, 0.1726, 24.6213, -0.0541, -0.1087, 0.1721
Si, 2.7893, 2.3183, 24.5154, -0.0442, -0.0392, 0.1339
Si, 8.5585, 2.4224, 24.5423, 0.0807, 0.123, 0.2067
Si, 10.6682, 5.6153, 24.2884, -0.0088, -0.002, 0.2199
Si, 5.1772, 5.5675, 24.3578, 0.0151, -0.0053, 0.2406
Si, 3.0201, 7.939, 24.3502, -0.0238, -0.004, 0.1552
Si, 8.3992, 7.9053, 24.3374, -0.0106, -0.0273, 0.2883
Si, 1.2921, 1.1291, 25.8401, 0.0243, 0.0089, 0.0177
Si, 6.8093, 1.3409, 25.7354, 0.0249, -0.0012, -0.0378
Si, 3.9836, 4.0242, 25.7068, 0.0035, 0.0014, -0.0396
Si, 9.673, 4.0413, 25.8265, -0.0017, -0.1191, -0.0458
Si, 1.3413, 6.7986, 25.6239, 0.004, 0.0148, -0.0521
Si, 6.8031, 6.7325, 25.6679, 0.0008, -0.0096, -0.0312
Si, 4.0158, 9.4709, 25.9058, 0.0224, 0.0968, -0.0166
Si, 9.4752, 9.4359, 25.8042, -0.0096, 0.0321, -0.0567
Si, 2.6503, -0.1406, 27.272, -0.0576, -0.0534, 0.0336
Si, 8.1392, -0.0585, 27.1312, -0.0711, -0.0366, 0.0377
Si, 0.0751, 2.671, 27.1886, 0.0161, 0.0304, 0.0414
Si, 5.4519, 2.7386, 27.0916, 0.0067, 0.0238, 0.0126
Si, 2.6705, 5.43, 27.08, -0.0661, -0.0388, -0.0214
Si, 8.1883, 5.3972, 27.0931, -0.037, 0.0085, -0.0223
Si, 0.0244, 8.1558, 27.1068, 0.0014, -0.0291, -0.0015
Si, 5.5173, 8.1389, 27.1331, 0.0086, -0.0114, 0.0054
Si, 4.0978, 1.339, 28.4749, -0.0516, -0.0744, 0.0318
Si, 9.5418, 1.3245, 28.4858, 0.0325, 0.0595, 0.0257
Si, 1.4012, 4.0782, 28.549, -0.1138, -0.0149, -0.0821
Si, 6.8132, 4.0812, 28.4973, -0.0358, 0.025, -0.011
Si, 4.0844, 6.7795, 28.4556, 0.0175, 0.1074, 0.0474
Si, 9.5665, 6.7876, 28.4516, -0.0448, -0.0028, 0.0615
Si, 1.288, 9.4744, 28.6258, 0.1263, 0.1187, -0.1962
Si, 6.8224, 9.5325, 28.5446, 0.0058, 0.0065, -0.09
Si, -0.045, -0.0204, 29.9128, -0.0273, 0.0792, 0.0386
Si, 5.4538, -0.0133, 29.8796, -0.0072, 0.0222, 0.0168
Si, 2.7733, 2.7221, 29.8829, 0.019, -0.0933, 0.0078
Si, 8.1822, 2.7155, 29.8562, 0.0448, -0.0305, 0.0052
Si, -0.0195, 5.4422, 29.8725, 0.0454, 0.0056, 0.0017
Si, 5.4541, 5.4532, 29.8704, 0.0144, 0.003, -0.0032
Si, 2.7401, 8.1472, 29.8924, 0.0609, -0.0957, 0.0306
Si, 8.2242, 8.1766, 29.8636, 0.0269, -0.0485, -0.0158
Si, 1.3693, 1.3754, 31.2375, -0.0016, -0.0026, -0.0092
Si, 6.8267, 1.3702, 31.2456, -0.0359, 0.0023, -0.0136
Si, 4.1161, 4.0849, 31.263, 0.016, 0.0274, 0.018
Si, 9.549, 4.085, 31.2427, -0.0155, -0.0134, -0.0033
Si, 1.36, 6.8083, 31.2574, -0.0393, 0.0149, 0.0065
Si, 6.8301, 6.8429, 31.2333, -0.0045, 0.0033, -0.0042
Si, 4.0915, 9.5588, 31.2511, -0.0203, 0.0152, 0.0008
Si, 9.5483, 9.5476, 31.2737, 0.0067, -0.0213, 0.0263
Si, 2.7362, 0.0138, 0.6667, 0.0345, 0.0223, -0.0002
Si, 8.1988, 0.016, 0.6612, 0.0122, 0.0109, -0.0164
Si, 0.0094, 2.7496, 0.6721, -0.0048, -0.0013, -0.028
Si, 5.4837, 2.7467, 0.6966, 0.0152, -0.0286, 0.0214
Si, 2.7403, 5.4599, 0.6694, -0.0098, -0.0145, -0.0146
Si, 8.2045, 5.4901, 0.6608, 0.0029, 0.0018, -0.0126
Si, 0.0127, 8.2094, 0.6929, 0.027, -0.0149, 0.0139
Si, 5.4813, 8.2231, 0.6823, 0.0136, -0.0058, -0.0198
Si, 4.1016, 1.3804, 2.0609, -0.0054, 0.0113, 0.0073
Si, 9.6, 1.3537, 2.0269, 0.0799, -0.0253, -0.0199
Si, 1.3584, 4.1423, 2.0524, -0.0593, 0.0298, 0.0134
Si, 6.8446, 4.1515, 2.0445, -0.0641, 0.0463, -0.0376
Si, 4.0929, 6.8476, 2.0305, 0.0134, 0.0429, -0.0237
Si, 9.5782, 6.8405, 2.0621, 0.028, 0.0212, 0.0055
Si, 1.3747, 9.6154, 2.0531, -0.0699, 0.0104, -0.0114
Si, 6.8416, 9.6299, 2.0435, -0.0983, 0.0182, 0.002
Si, 0.026, 0.0321, 3.4738, -0.0148, -0.0064, -0.0869
Si, 5.4787, 0.0331, 3.458, 0.0197, 0.0334, -0.0647
Si, 2.7039, 2.7667, 3.3975, 0.1023, -0.0161, 0.0332
Si, 8.2625, 2.7787, 3.3203, -0.0825, -0.0262, 0.1819
Si, 0.0271, 5.5135, 3.4836, -0.0409, -0.022, -0.1067
Si, 5.4653, 5.5279, 3.4261, 0.0521, -0.0484, -0.0147
Si, 2.732, 8.2351, 3.3868, 0.0479, -0.0031, 0.052
Si, 8.242, 8.2942, 3.3753, -0.0268, -0.1374, 0.0684
Si, 1.3697, 1.448, 4.8407, 0.0425, 0.0193, 0.0411
Si, 6.9094, 1.4737, 4.7226, 0.0536, 0.0584, -0.0336
Si, 4.0554, 4.1496, 4.756, -0.0052, -0.017, -0.0164
Si, 9.5952, 4.0741, 4.7801, 0.0067, -0.005, -0.0039
Si, 1.3635, 6.969, 4.8392, 0.0571, 0.0349, 0.0262
Si, 6.8371, 6.9867, 4.7277, 0.0339, 0.06, -0.0338
Si, 4.0903, 9.5657, 4.7882, -0.0032, -0.0291, 0.0068
Si, 9.6202, 9.5722, 4.8367, 0.0146, 0.0249, 0.0366
Si, 2.7617, 0.0343, 6.1363, -0.0383, -0.017, -0.0018
Si, 8.2978, 0.1187, 6.0886, -0.0095, 0.0123, -0.0033
Si, 0.0166, 2.7932, 6.3025, -0.0204, -0.0087, 0.0089
Si, 5.5139, 2.837, 6.0701, 0.0088, 0.0114, -0.0154
Si, 2.7564, 5.5931, 6.1393, -0.0176, -0.0093, -0.0051
Si, 8.2526, 5.5961, 5.9587, -0.0002, 0.0066, -0.0107
Si, 0.0502, 8.3023, 6.3697, -0.0168, -0.0125, 0.006
Si, 5.4993, 8.2997, 6.2246, 0.0007, -0.0056, 0.0001
Si, 4.4274, 1.178, 7.327, 0.021, -0.0043, -0.0182
Si, 9.8124, 1.146, 7.6241, 0.0171, 0.0031, -0.063
Si, 1.1802, 4.4948, 7.4983, -0.0039, 0.0207, -0.0147
Si, 6.6434, 4.5403, 7.2514, -0.0197, -0.0181, -0.0591
Si, 4.3244, 6.7041, 7.5479, 0.0026, 0.009, -0.0289
Si, 9.731, 6.6091, 7.5043, 0.0197, 0.0008, -0.0405
Si, 1.2847, 9.935, 7.7018, -0.0003, 0.0222, -0.0115
Si, 6.7279, 9.9616, 7.4097, -0.0114, -0.0062, -0.0281
O, 9.6081, 1.2355, 24.0327, -0.0318, -0.039, -0.1663
O, 4.1222, 6.7738, 23.8949, -0.0702, 0.051, -0.0905
O, 3.9836, 1.2708, 24.0375, 0.0016, 0.0357, -0.1181
O, 9.5252, 6.7613, 23.8709, 0.0669, -0.0738, -0.1266
O, -0.0275, 5.5338, 8.0105, 0.0102, 0.008, 0.019
O, 5.5789, 0.1243, 7.9078, -0.0121, 0.0066, 0.0176
O, 0.0729, 0.0826, 8.1431, 0.0073, 0.0025, 0.0253
O, 5.5365, 5.6109, 7.8829, -0.011, 0.011, 0.0343
O, 7.6016, 3.948, 8.4353, 0.0121, 0.01, 0.012
O, 8.7398, 7.0442, 8.7729, -0.0181, 0.0048, 0.0052
O, 2.1791, 9.4501, 9.044, 0.0043, -0.0017, -0.0028
O, 8.8985, 1.6723, 8.9276, -0.0209, 0.0147, 0.0282
O, 7.6296, 9.4651, 8.7043, 0.012, 0.0047, 0.0142
O, 3.6075, 1.8072, 8.601, -0.0111, 0.0202, 0.0271
O, 3.5821, 7.2182, 8.9544, -0.0111, 0.0132, 0.0289
O, 2.0654, 3.9956, 8.8093, 0.012, -0.0038, 0.0107
O, 8.1423, 3.4915, 23.3777, -0.0757, 0.0618, -0.2074
O, 0.3847, 4.9334, 22.9246, 0.0424, -0.051, -0.1361
O, 1.827, 2.7586, 23.2632, -0.0412, 0.0063, -0.0515
O, 5.8166, 4.783, 23.0754, 0.0182, -0.0647, -0.1275
O, 5.5644, 10.0621, 23.4808, 0.0418, -0.0515, -0.125
O, 2.4779, 8.6971, 22.9863, -0.0249, 0.02, -0.0619
O, 0.2169, 10.0472, 23.1124, 0.0028, -0.0361, -0.0574
O, 7.8309, 8.7389, 23.0458, -0.0161, 0.0418, -0.1147
Si, 8.6699, 7.7124, 18.4566, 0.0449, -0.0334, 0.0581
Si, 8.7889, 6.3487, 13.6522, 0.0193, -0.011, 0.1169
Si, 3.7933, 1.5417, 14.7483, -0.011, 0.0074, 0.1173
Si, 2.1532, 5.7443, 17.642, 0.0023, 0.0153, 0.1578
Si, 2.4253, 3.1244, 19.5176, -0.0175, -0.0371, 0.0782
Si, 9.8217, 9.0244, 12.1012, -0.0092, 0.0036, 0.0761
Si, 1.3433, 9.431, 22.0638, -0.0412, -0.0235, 0.028
Si, 9.1751, 0.9583, 13.2171, 0.0173, -0.0148, 0.1282
Si, 1.4176, 5.0499, 13.0478, -0.0196, -0.0089, 0.1092
Si, 1.8029, 8.2543, 12.8463, 0.0185, 0.0094, 0.1141
Si, 6.7055, 9.7523, 22.3523, 0.0437, -0.0841, 0.051
Si, 4.532, 4.5992, 15.7125, -0.0218, -0.0025, 0.1464
Si, 8.2119, 3.0119, 9.5926, 0.0051, 0.0063, 0.0189
Si, 0.851, 8.2601, 19.2554, 0.0042, 0.0261, 0.1129
B, 6.9748, 1.3571, 21.0605, -0.0361, 0.1219, 0.0213
Si, 8.2377, 8.3128, 9.6847, -0.0028, 0.0114, 0.0251
Si, 10.8853, 5.1849, 15.6375, 0.0392, -0.006, 0.1801
Si, 7.5662, 9.4971, 16.3361, 0.0236, -0.038, 0.1058
Si, 9.7807, 2.0179, 20.3296, -0.0728, -0.0272, 0.0516
Si, 3.2169, 8.5081, 9.9302, 0.0099, -0.0102, 0.0299
Si, 6.6781, 3.3557, 17.4422, 0.0152, -0.0401, 0.1283
Si, 1.1289, 0.2367, 19.8021, 0.0166, -0.0306, 0.067
Si, 3.2312, 2.8101, 12.3092, 0.0007, -0.0072, 0.0906
Si, 7.2351, 5.4169, 19.7241, 0.0553, 0.0328, 0.1031
Si, 5.7523, 8.6685, 11.5545, 0.006, 0.0173, 0.077
Si, 5.7877, 6.0676, 13.2059, -0.0178, -0.0173, 0.127
Si, 4.653, 9.7395, 17.6821, 0.0405, -0.007, 0.0909
Si, 0.9295, 3.5696, 22.1598, 0.0581, 0.0483, 0.0738
Si, 4.9855, 1.482, 18.9652, 0.0509, 0.0261, 0.1494
Si, 3.1948, 3.0705, 9.5234, 0.0114, 0.0064, 0.0127
Si, 6.4504, 10.8143, 13.8087, 0.0165, -0.0108, 0.1327
Si, 10.3493, 0.1209, 15.9935, -0.0058, -0.0005, 0.1374
Si, 5.661, 3.6513, 11.1607, -0.0113, 0.0184, 0.0602
Si, 9.8395, 3.8921, 11.9211, 0.0078, 0.005, 0.0796
Si, 2.3513, 9.9323, 15.5835, -0.0149, 0.0159, 0.1453
Si, 6.1119, 8.1686, 19.8328, 0.0393, -0.0028, 0.0854
Si, 6.9402, 3.8311, 22.3051, -0.0594, 0.0554, 0.0468
Si, 9.7286, 2.772, 17.4098, -0.0139, -0.0106, 0.1293
O, 7.1963, 6.3751, 13.9801, -0.0067, 0.0026, -0.0392
O, 1.8952, 7.0691, 18.6764, 0.0173, -0.0238, -0.0526
O, 10.2889, 4.0231, 16.5603, 0.0183, 0.0298, -0.0571
O, 6.1708, 9.9727, 17.0579, 0.0023, 0.0271, -0.0248
O, 10.1543, 0.7022, 14.4836, -0.032, 0.0241, -0.1069
O, 8.4707, 6.1409, 18.9007, 0.0035, -0.0046, -0.0268
O, 5.1681, 0.6854, 14.4393, 0.0242, -0.0135, -0.0406
O, 5.6927, 2.0857, 17.6127, 0.005, 0.0204, -0.0744
O, 8.208, 1.9233, 20.5051, 0.1671, 0.0172, -0.0294
O, 2.0441, 4.3038, 18.428, -0.0169, 0.0164, -0.0694
O, 6.9632, 2.7947, 10.645, 0.0059, -0.0042, -0.0153
O, 4.8675, 2.7059, 12.2247, 0.0151, 0.0046, -0.0374
O, 6.0322, 4.37, 16.3271, -0.03, 0.0158, -0.065
O, 4.5629, 3.9087, 9.9408, -0.006, 0.0025, -0.02
O, 10.5986, 2.7355, 21.5805, -0.0468, -0.0333, -0.0255
O, 9.7228, 6.1431, 14.9872, -0.0457, 0.0255, -0.0824
O, 6.0552, 6.5344, 19.9231, -0.021, 0.0222, -0.0077
O, 4.1452, 0.1835, 18.3888, -0.0356, -0.0681, -0.0569
O, 9.2619, 10.5455, 12.2928, 0.0049, -0.0275, -0.0423
O, 2.8464, 4.3522, 12.7153, 0.0145, -0.0142, -0.0295
O, 1.8878, 10.728, 21.2101, 0.0038, 0.0378, -0.0424
O, 3.9973, 2.7005, 19.5015, 0.0373, -0.0161, -0.0176
O, 0.7331, 10.0483, 15.982, 0.011, 0.0039, -0.0426
O, 1.2698, 9.8215, 18.8422, 0.0028, -0.0057, -0.0399
O, 1.6993, 1.6663, 19.2466, -0.015, -0.0043, -0.0164
O, 8.9427, 10.3804, 16.4997, 0.0224, 0.026, -0.0437
O, 4.9086, 8.5692, 18.7977, -0.0419, 0.0213, -0.0529
O, 9.5813, 8.7494, 10.5056, -0.008, -0.0059, -0.0386
O, 6.7221, 4.1769, 18.8352, -0.032, -0.0628, -0.0503
O, 2.8423, 1.7094, 13.4133, -0.0039, 0.0174, -0.077
O, 5.8665, 8.8606, 21.2701, -0.0172, -0.0056, -0.0773
O, 2.5405, 2.4422, 10.883, 0.0017, 0.0017, -0.0412
O, 7.636, 4.822, 21.1863, 0.0159, 0.0133, -0.0929
O, 5.214, 7.4735, 12.5571, 0.0016, 0.0222, -0.0441
O, 0.439, 9.0649, 12.5236, -0.0129, 0.0001, -0.0346
O, 7.5817, 1.0515, 13.5879, 0.0122, 0.0116, -0.0381
O, 7.1101, 9.6278, 14.7563, -0.029, 0.028, -0.0891
O, 8.9732, 5.0217, 12.7122, 0.0066, -0.0258, -0.0487
O, 8.0932, 8.0328, 16.9224, -0.0187, 0.0193, -0.0578
O, 6.2859, 2.4429, 21.8343, 0.03, 0.0223, 0.1244
O, 2.4629, 9.0609, 14.147, -0.0068, -0.0381, -0.1008
O, 0.4203, 4.4899, 11.8798, -0.0145, -0.006, -0.0369
O, 0.8241, 8.3204, 20.9311, -0.0012, -0.0098, -0.0521
O, 9.3868, 3.8234, 10.3627, -0.0116, -0.0031, -0.0315
O, 9.6563, 2.3778, 12.5442, 0.0048, 0.0298, -0.0529
O, 7.6529, 8.6002, 19.3969, -0.0012, -0.0062, -0.0327
O, 2.559, 8.1788, 11.391, 0.0159, 0.004, -0.0603
O, 3.9672, 3.0649, 15.3695, -0.0045, -0.0352, -0.0503
O, 0.8266, 4.479, 14.455, 0.0254, 0.0017, -0.0937
O, 10.0137, 2.9787, 18.9974, -0.0162, 0.0226, -0.0804
O, 9.1559, 7.7919, 12.9618, 0.0074, 0.0246, -0.0465
O, 10.4796, 0.5339, 20.0899, -0.0325, 0.0173, -0.0231
O, 6.0335, 5.0386, 11.9358, 0.0025, -0.0238, -0.0532
O, 8.136, 2.7546, 17.0283, 0.0007, -0.0039, -0.0399
O, 3.5413, 5.49, 16.7219, 0.0579, -0.0289, -0.0848
O, 4.6723, 9.1271, 10.3916, -0.0101, 0.0027, -0.0172
O, 1.5379, 6.6714, 13.1973, 0.0016, 0.0067, -0.033
O, 4.7572, 5.4877, 14.341, 0.0374, 0.0378, -0.0972
O, 1.971, 3.8307, 20.9288, 0.0001, -0.0088, -0.0505
O, 10.5317, 1.4115, 16.9712, 0.0092, -0.0321, -0.0744
O, 0.9528, 6.0533, 16.5725, -0.0522, -0.0212, -0.0918
O, 7.3663, 11.1237, 21.8752, 0.0043, -0.0203, 0.1116
O, 6.037, 0.9237, 20.0301, -0.0603, -0.0068, -0.1677
O, 6.0682, 10.0257, 12.418, -0.0149, -0.0326, -0.0726
O, 2.8411, 0.5592, 15.6185, 0.0155, 0.0041, -0.0375
O, 7.0598, 8.0165, 10.7865, 0.0083, -0.0026, -0.0285
O, 10.2625, 8.025, 18.6742, -0.0418, -0.004, -0.0453
O, 3.4544, 9.2391, 16.6278, -0.0293, 0.0044, -0.0572

Results
free energy: -137021.866 eV
free energy less fixed offsets of B -154.04, O -568.88, Si -635.61 eV per atom: 5.264 eV

The program warned: the cutoff lies below the one the program advises for these potential files; the forces do not sum to zero within the program's tolerance; the exchange-correlation potential is rough where the density is thin.
